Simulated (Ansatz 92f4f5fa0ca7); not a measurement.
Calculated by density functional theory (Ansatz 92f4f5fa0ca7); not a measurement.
Periodic cell of 273 atoms, Si162O105As6, from a study of silicon, its oxide and their interface. The atomic structure is a simulated model.
Doubt: the cutoff is far below the 930 eV that the study's wrapper takes by default for these files, so forces and energies are approximate.
This geometry differs little from another in the collection (a relaxation step or a small displacement).

Settings
functional: PBE
potential files: Ansatz PAW
basis: plane waves
wave-function cutoff: 580 eV
density cutoff ratio: 5
exchange-correlation grid ratio: 1
k mesh: 1 x 1 x 1, Gamma-centred
self-consistency stop: 5e-08 eV per atom in the density residual
occupations: fixed
spin: none
net charge: 0

Cell vectors (angstrom)
a 11.6015 0 0
b 0 13.3963 0
c 0 0 31.1695

Atoms: element, x, y, z (angstrom)
Si -0.046 0.2238 24.3508
Si 3.936 0.0218 24.4164
Si 7.7226 -0.0306 24.4772
Si 1.7971 3.2819 24.4515
Si 5.8737 3.4009 24.4746
As 9.6606 3.3877 24.2075
As -0.0629 6.7024 24.1439
Si 3.7067 6.7897 24.6243
Si 7.7098 6.8164 24.5628
Si 1.9054 10.1127 24.2889
Si 5.8716 9.874 24.4983
As 9.6445 10.0224 24.2035
Si -0.1209 2.3143 25.4108
Si 3.8656 2.2752 25.1832
Si 7.7831 2.2468 25.2724
Si 1.7978 5.5596 25.2296
Si 5.7433 5.6497 25.246
Si 9.6483 5.5949 25.218
Si -0.014 8.9273 25.1704
Si 3.8081 9.0225 25.3106
Si 7.8309 8.9869 25.4507
Si 1.8917 12.3743 25.0699
Si 5.8036 12.1957 25.2011
Si 9.7154 12.2721 25.1412
Si -0.0274 2.2572 27.7207
Si 3.8655 2.2449 27.5729
Si 7.7346 2.2333 27.6295
Si 1.8913 5.5563 27.6056
Si 5.768 5.5982 27.6151
Si 9.6378 5.6011 27.5937
Si 0.0207 8.9479 27.5595
Si 3.8475 8.9785 27.6625
Si 7.7618 8.9613 27.7551
Si 1.9165 12.3117 27.5085
Si 5.7957 12.2504 27.585
Si 9.6931 12.3012 27.5466
Si 1.9367 1.125 28.3888
Si 5.7899 1.1016 28.3793
Si 9.6559 1.1091 28.4263
Si -0.0407 4.4921 28.4343
Si 3.8462 4.4627 28.4003
Si 7.7077 4.4794 28.4016
Si 1.929 7.8064 28.3934
Si 5.7876 7.8304 28.414
Si 9.7063 7.8235 28.4173
Si 0.0093 11.1802 28.3748
Si 3.8384 11.2075 28.4051
Si 7.7544 11.2114 28.4164
Si 1.9336 1.1164 30.7746
Si 5.8008 1.1164 30.7746
Si 9.6679 1.1164 30.7746
Si 0 4.4654 30.7746
Si 3.8672 4.4654 30.7746
Si 7.7343 4.4654 30.7746
Si 1.9336 7.8145 30.7746
Si 5.8008 7.8145 30.7746
Si 9.6679 7.8145 30.7746
Si 0 11.1635 30.7746
Si 3.8672 11.1635 30.7746
Si 7.7343 11.1635 30.7746
Si 0 0 0.3944
Si 3.8672 0 0.3944
Si 7.7343 0 0.3944
Si 1.9336 3.3491 0.3944
Si 5.8008 3.3491 0.3944
Si 9.6679 3.3491 0.3944
Si 0 6.6981 0.3944
Si 3.8672 6.6981 0.3944
Si 7.7343 6.6981 0.3944
Si 1.9336 10.0472 0.3944
Si 5.8008 10.0472 0.3944
Si 9.6679 10.0472 0.3944
Si 0.0185 0.0136 2.8018
Si 3.8624 0.0304 2.7272
Si 7.7961 0.0188 2.7525
Si 1.9361 3.3758 2.7845
Si 5.8218 3.3347 2.7679
Si 9.6669 3.3612 2.7854
Si 0.0234 6.6675 2.7655
Si 3.9107 6.6467 2.7354
Si 7.7951 6.6873 2.8058
Si 1.9179 10.038 2.7327
Si 5.8046 10.0421 2.7416
Si 9.6313 10.0616 2.7807
Si -0.0018 2.2729 3.6044
Si 3.8725 2.2526 3.5473
Si 7.7481 2.2253 3.6082
Si 1.9771 5.6138 3.5988
Si 5.8556 5.5599 3.5729
Si 9.7321 5.5626 3.6828
Si -0.0312 8.9093 3.459
Si 3.8589 8.8842 3.4101
Si 7.705 8.9198 3.6153
Si 1.971 12.2635 3.5304
Si 5.8229 12.3201 3.381
Si 9.6988 12.2795 3.6471
Si -0.0052 2.2676 5.9944
Si 3.8731 2.2947 5.9104
Si 7.7894 2.2287 5.996
Si 2.0801 5.647 5.9898
Si 5.8871 5.4803 5.9423
Si 9.7728 5.5182 6.1263
Si -0.0935 8.8845 5.7833
Si 3.8545 8.8367 5.7244
Si 7.6315 8.9213 6.0211
Si 2.0433 12.2107 5.8901
Si 5.8565 12.3691 5.6795
Si 9.7338 12.3178 6.0707
Si 1.9341 1.0726 6.5906
Si 5.7862 1.1231 6.7079
As 9.7016 1.1547 7.0741
Si 0.2915 4.4777 6.9823
As 3.959 4.4571 7.0061
As 7.7957 4.4069 7.0493
Si 1.8844 7.9647 6.6768
Si 5.6584 7.6951 6.767
Si 9.591 7.8103 6.7367
Si 0.1113 11.0705 6.6555
Si 4.0774 11.0376 6.4378
Si 7.675 11.2425 6.6454
O 5.6626 0.9739 8.372
O 1.8083 8.42 8.3069
O 4.5409 10.6058 7.9916
O 5.249 7.5878 8.4097
O 1.7872 0.9959 8.2308
O 12.5128 4.4957 8.5884
O 7.1858 11.4396 8.242
O 12.0137 10.7701 8.2749
O 9.5499 7.9791 8.3964
O 2.0272 10.1192 22.6108
O 11.5375 14.1574 22.7368
O 7.6009 7.1366 22.9202
O 6.0416 9.3924 22.8914
O 7.5922 -0.0849 22.8264
O 1.5058 2.9871 22.8169
O 4.2213 4.8954 21.8496
O 6.1479 3.3885 22.8191
O 4.1735 0.0487 22.7625
Si 17.7598 -0.1354 12.3748
Si 6.1024 21.3886 12.6907
Si 3.2814 12.5969 13.5734
Si 11.3008 1.795 16.5347
Si 9.5399 5.6663 19.19
Si 10.2588 11.17 20.2893
Si 4.0449 4.1521 13.8932
Si 0.9079 1.7784 21.8621
Si 10.0387 -0.5342 17.6735
Si 16.3562 5.4037 16.7784
Si 10.3668 7.7031 9.7814
Si 4.0872 6.4975 21.6312
Si 5.4803 -0.9291 19.5106
Si 9.3103 -2.5133 15.3792
Si 10.7661 10.4377 12.9167
Si 11.6217 3.4615 19.2889
Si 8.9912 3.6102 12.0855
Si 13.865 6.2016 12.5231
Si 6.6712 8.1462 22.0164
Si 1.351 8.631 13.9801
Si 13.8854 7.8362 19.5101
Si 0.6325 6.0763 15.0604
Si 7.7905 12.8602 21.2953
Si 8.1297 8.4501 16.6197
Si 8.1642 6.5345 11.251
Si 3.7216 14.1949 21.3858
Si 5.3117 8.2632 15.6292
Si 1.0316 9.562 9.2009
Si 1.493 -1.9125 11.2898
Si 9.5253 5.8842 16.2719
Si 5.8047 10.9339 8.9788
Si 6.8167 4.0444 18.7761
Si 7.7782 10.7104 12.9079
Si 18.2798 15.8663 13.4859
Si 12.3291 5.2742 10.052
Si 11.6842 2.6714 11.5696
Si 5.1147 0.3937 9.7915
Si 5.943 7.9654 9.8453
Si 14.6532 10.5327 15.743
Si 13.4539 5.442 17.8283
Si 13.6204 14.2029 9.8095
Si 3.2806 -2.8825 18.7328
Si 9.0028 3.2694 15.0568
Si 8.7376 -4.9267 19.7452
Si 7.5784 14.3985 18.8157
Si 5.1858 3.6316 21.519
Si 13.306 15.3818 14.1658
Si 1.4284 10.2107 21.0871
O 12.8167 5.224 16.3283
O 13.9401 7.8081 12.9292
O 3.6175 0.9828 10.1145
O 1.9232 6.0704 10.8986
O 9.3282 9.3707 16.0065
O 9.4096 7.575 11.0849
O 6.3456 13.3704 18.4386
O 18.7997 -1.368 12.143
O 5.2528 3.2262 13.3276
O 11.6081 11.0018 21.1883
O 8.0483 5.0674 19.0078
O 7.1963 6.8969 9.9626
O 10.6174 6.0314 15.0887
O 10.0114 2.0997 15.5693
O 11.6042 9.0454 13.1445
O 5.1873 7.816 11.3169
O 7.2678 2.5295 18.3948
O 8.3159 6.9363 16.0516
O 3.4566 7.0911 23.0004
O 8.9405 0.5917 18.0574
O 12.9525 4.3256 18.9078
O 6.0807 0.8087 11.0322
O 10.5918 12.0429 18.9581
O 19.0516 2.8287 14.8745
O 4.2861 -0.0071 20.1076
O 9.516 3.8828 13.62
O 8.7622 5.0145 11.2655
O 2.5878 10.8827 17.2829
O 5.0612 6.9918 16.605
O 11.2919 0.2234 16.9728
O 4.2005 -3.9925 15.8551
O 10.1887 6.105 17.7451
O 6.5121 -1.393 20.7066
O 12.8482 8.7021 20.4463
O 3.3597 8.8791 18.8428
O 7.5542 8.7686 20.8128
O 12.6665 15.391 15.6674
O 5.2796 7.7593 14.0678
O 13.5674 10.203 10.3772
O 18.2221 0.8506 13.5735
O 16.1175 4.7798 15.3064
O 7.8668 0.8573 20.428
O 7.3202 6.8772 12.6117
O 6.7112 8.9743 16.0439
O 9.1341 -1.4514 21.1753
O 11.2179 2.6964 17.8991
O 1.0405 1.8642 10.5482
O 1.5452 12.7452 10.2923
O 16.3815 11.1757 18.8021
O 14.3699 3.1931 14.1179
O 12.1124 2.2529 13.082
O 11.898 4.2364 11.2144
O 11.3993 8.9099 10.04
O 12.7386 5.5799 13.5802
O 10.4766 4.5031 19.8262
O 13.511 9.9532 14.7367
O 11.159 6.3023 9.6255
O -0.0377 11.3752 11.8559
O 14.0733 13.9902 13.8041
O 3.0722 6.7456 20.4088
O 8.9352 4.386 16.2243
O 2.4486 11.6151 12.5814
O 5.1813 12.1482 9.8704
O 6.2556 9.5808 9.7705
O 15.1506 11.9105 15.029
O 8.1123 -4.939 18.2421
O 13.1125 6.9582 18.3706
O 7.5394 2.9056 12.1727
O 7.9581 11.1027 14.4869
O 10.6051 11.1301 14.4064
O 6.7223 9.4968 12.7248
O 2.1064 14.2268 21.3
O 0.2079 2.422 20.5349
O 3.4528 5.2257 17.7234
O 9.2448 10.2481 12.3315
O 12.6684 7.6313 15.2376
O 16.2895 12.75 12.8024
O 4.2693 2.3213 21.3081
O 5.5009 7.2419 21.325
O 10.0499 2.547 11.3958
O 9.8041 9.6811 19.8413
O 15.2408 5.347 12.8323
O 2.4079 11.0217 20.0364
O 9.2969 11.8905 16.6246
O 6.0119 3.9755 20.1814
O 5.9511 4.6306 17.5424
O 9.4551 7.0307 20.0848

Results
free energy: -191840.821 eV
free energy less fixed offsets of As -4856.12, O -568.88, Si -635.61 eV per atom: -2.881 eV

Forces (eV/angstrom), in the order of the atoms: element, x, y, z
Si 0.0009 -0.0026 0.0041
Si 0.0004 0.009 0.0098
Si 0.0008 0.0031 0.0092
Si 0.0019 -0.0002 0.0166
Si -0.0102 0.0023 0.0107
As -0.0056 -0.0052 0.0016
As 0.0029 -0.0006 0.0045
Si 0 -0.0179 -0.0024
Si 0.002 -0.0122 0.0141
Si -0.0014 -0.0105 0.0204
Si -0.0056 0.0072 0.0209
As 0.0054 -0.0019 -0.0009
Si 0.0085 0.0047 0.0052
Si -0.0016 -0.0018 -0.0106
Si 0.0004 0.002 -0.001
Si 0.0059 -0.0018 0.0063
Si 0.0018 0.0011 -0.0104
Si -0.0025 0.0046 -0.0036
Si -0.0036 0.0083 -0.0031
Si 0.0026 0.019 -0.0055
Si -0.0045 0.0106 0.0072
Si 0.0051 -0.0107 -0.0063
Si -0.0077 -0.0153 -0.0029
Si 0.0015 -0.0092 -0.0103
Si 0.0025 -0.0049 0.0102
Si 0.0106 -0.0036 0.0158
Si -0.0074 -0.0035 0.0075
Si -0.0035 -0.0001 0.0003
Si -0.0045 0.0009 0.0177
Si -0.0028 -0.0012 0.0191
Si 0.0076 -0.007 0.0166
Si -0.0089 0.0024 0.0099
Si -0.0044 -0.0069 0.0123
Si -0.0072 0.0068 0.0173
Si 0.0012 -0.0047 0.0121
Si 0.0054 0.0103 0.0195
Si -0.0111 0.005 -0.0124
Si 0.0067 0.017 -0.0088
Si 0.0046 -0.0047 -0.0089
Si 0.0015 -0.0016 -0.0017
Si -0.0054 -0.0011 -0.007
Si 0.0082 0.0037 -0.0071
Si -0.0093 0.0093 -0.0049
Si 0.0248 0.0044 -0.0122
Si -0.005 -0.002 -0.0049
Si -0.0016 -0.0078 -0.0089
Si 0.0074 -0.0124 -0.0113
Si -0.0109 -0.0087 -0.0085
Si 0.0831 -0.0957 -0.1167
Si -0.0616 -0.0463 -0.1371
Si -0.1038 -0.1263 0.1194
Si -0.0792 0.1184 0.1788
Si -0.0356 0.0149 -0.0918
Si -0.0257 0.0127 -0.0288
Si -0.0592 -0.0286 -0.052
Si -0.1014 0.0136 0.0953
Si 0.1445 -0.0453 0.1199
Si 0.0645 0.0196 -0.1618
Si -0.0957 0.1435 0.0183
Si 0.0773 0.1762 0.029
Si -0.0273 0.0646 0.2197
Si -0.0838 0.087 -0.2032
Si 0.247 0.0508 0.0047
Si -0.0091 0.0816 0.0952
Si 0.0563 0.0009 0.0014
Si 0.0061 0.0762 0.1398
Si -0.0088 -0.1623 0.1222
Si 0.047 -0.1838 -0.195
Si 0.152 -0.041 0.2332
Si -0.0397 0.0213 -0.2628
Si 0.0905 -0.0747 -0.2601
Si -0.16 0.0672 0.0663
Si -0.0081 -0.0053 -0.0034
Si 0.0003 -0.0008 0.0107
Si -0.0012 0.0029 0.0078
Si -0.0041 -0.0009 0.0027
Si 0.005 0.0009 0.0002
Si -0.005 0.0003 -0.0035
Si -0.0025 -0.0077 0.0117
Si 0.0036 0.0035 -0.0003
Si -0.0202 0.0033 0.0069
Si -0.004 0.0086 0.0073
Si 0.0014 0.0038 0.0077
Si 0.0152 0.0127 0.0076
Si -0.0017 0.0026 -0.0099
Si -0.0023 -0.0079 -0.0107
Si 0.0009 0.0003 -0.0153
Si -0.0014 0.0054 0.0034
Si 0.0083 0.0016 -0.0169
Si 0.0201 0.0003 -0.0171
Si -0.0108 0.0013 -0.005
Si 0.0041 -0.0096 -0.0208
Si -0.0091 -0.0133 -0.0159
Si 0.006 0.0001 -0.0198
Si -0.0002 0.0023 -0.0094
Si 0.0027 -0.0038 -0.0174
Si -0.0032 -0.0055 0.0088
Si 0.0024 -0.0061 0.0105
Si -0.0091 -0.0068 0.0081
Si -0.0133 -0.0008 -0.0028
Si 0.0056 -0.007 0.0112
Si -0.0019 -0.0001 0.0091
Si 0.0028 0.0177 0.0063
Si -0.0034 -0.0033 0.0229
Si -0.0015 0.0081 0.0141
Si 0.0056 -0.0119 0.0079
Si -0.0022 0.0002 0.0039
Si 0.0085 -0.0018 0.0106
Si 0.0046 -0.0118 0.0231
Si 0.0014 0.0061 -0.0014
As -0.0089 -0.0019 -0.0014
Si 0.0126 0.0115 -0.008
As 0.0133 0.0004 -0.0015
As -0.0096 0.0059 -0.0003
Si -0.0056 -0.0111 -0.0138
Si -0.0077 0.005 -0.0092
Si 0.0022 -0.0078 -0.0079
Si -0.0014 0.0089 -0.0134
Si 0.0047 0.0162 0.0009
Si 0.0054 -0.006 -0.0087
O -0.0043 -0.0015 0.0077
O -0.0061 0.0155 0.0148
O 0.0048 0.0013 -0.0035
O 0.0003 -0.0041 0.011
O 0 -0.0144 0.0382
O -0.003 0.0117 0.0301
O -0.0074 0 0.0056
O 0.0156 -0.0294 0.0202
O 0.0046 -0.0014 0.0214
O -0.0011 0.0046 -0.0223
O 0.0048 0.0142 -0.0077
O 0.0011 0.0068 -0.0054
O 0.0092 -0.0121 -0.017
O 0.0006 -0.0028 -0.0081
O -0.0091 -0.0097 -0.0142
O 0.0035 -0.0044 0.0054
O 0.0053 0.0001 -0.0143
O 0.0023 -0.0053 -0.0107
Si -0.0006 -0.0015 0.0093
Si -0.0015 -0.005 0.0065
Si -0.0001 -0.001 0.0021
Si -0.0005 -0.0022 0.0016
Si 0.0006 -0.0013 -0.0057
Si 0.0079 0.005 -0.0045
Si -0.0003 -0.0042 0.0083
Si 0.0057 -0.0071 -0.0009
Si 0.0014 -0.0017 -0.0035
Si 0.0007 -0.0046 0.0015
Si -0.0023 0.0043 -0.0026
Si 0.0074 -0.0016 0.008
Si -0.0043 0.0006 -0.004
Si -0.0021 0.0012 0.0068
Si 0.0011 0.0029 0.0135
Si 0.0011 -0.0116 0.0005
Si 0.0017 0.0027 0.0048
Si -0.0012 0.0006 0.0006
Si -0.0152 -0.002 -0.0034
Si -0.0022 -0.0009 0.0061
Si -0.0008 -0.004 0.0003
Si 0.0001 -0.0048 0.004
Si 0.0024 0.0007 0.0051
Si -0.0036 -0.003 0.0034
Si 0.0038 -0.0026 0.0014
Si -0.01 0.0037 0.0087
Si -0.0027 -0.0023 0.0027
Si -0.018 0.0105 0.0028
Si 0.0059 0.0031 -0.0065
Si -0.0013 -0.0009 0.0009
Si -0.0043 -0.0003 0.0006
Si -0.0063 -0.0063 0.001
Si -0.004 -0.0026 0.01
Si -0.0023 -0.0046 0.0079
Si -0.0094 -0.0045 -0.016
Si 0.0096 0.0017 -0.0036
Si -0.0068 -0.0015 -0.0073
Si -0.0045 0.0059 -0.0154
Si 0 -0.0004 0.0078
Si -0.0007 -0.0021 0
Si -0.0184 0.0067 -0.0206
Si -0.0043 0.001 -0.0029
Si 0.001 -0.002 0.0039
Si -0.0121 0.0025 -0.0031
Si 0.0017 0.0003 -0.0058
Si -0.0061 -0.0022 0.0076
Si -0.0035 -0.0022 0.0038
Si 0.0006 -0.0001 0.0104
O -0.0009 0.0009 -0.0009
O -0.0008 0.0025 -0.0022
O -0.0021 -0.0063 -0.0105
O -0.0006 -0.0006 0.0054
O -0.0026 -0.0029 0
O 0.0095 0.0033 -0.0133
O 0.0035 -0.001 0.0029
O 0.002 -0.0035 -0.0032
O -0.0001 -0.0001 -0.0083
O -0.0092 -0.0072 -0.0027
O 0.0036 -0.0002 0.0063
O 0.0055 -0.0014 0.0037
O -0.0015 0.0003 -0.0026
O -0.0009 0.0005 -0.0016
O 0.0016 -0.0019 -0.0017
O -0.0003 -0.0017 0.0077
O -0.0001 -0.0016 0.003
O -0.0012 0.0004 -0.0015
O -0.0036 0.0039 -0.0048
O -0.0012 -0.002 0.0055
O -0.0004 0.001 0.0018
O -0.006 -0.0012 -0.0025
O -0.0032 -0.0037 0.0068
O -0.0001 0.0018 -0.0056
O 0.0095 -0.0101 -0.0083
O -0.0013 -0.002 0
O -0.0053 -0.0011 -0.0029
O 0.0002 -0.0024 -0.0002
O -0.0008 -0.0019 -0.0011
O -0.0035 -0.0006 -0.0007
O -0.001 -0.0013 -0.0042
O -0.0011 -0.0004 0.0015
O -0.0012 -0.0015 0.0025
O 0.0027 -0.0074 0.0008
O 0.0019 0.0003 0.0021
O 0.0159 0.0012 -0.0074
O -0.0031 0.0002 -0.0053
O -0.0007 -0.0006 -0.0018
O -0.0107 0.0043 -0.0013
O 0.0006 0.0041 -0.0036
O 0.0011 0 0.0006
O -0.0004 -0.0035 0.002
O -0.0012 0.0018 -0.002
O 0.0013 -0.0018 -0.0009
O -0.0004 -0.0053 -0.0004
O -0.0011 -0.0019 -0.0038
O 0.0068 -0.0155 -0.0154
O 0.0044 0.046 -0.0009
O 0.001 -0.0034 0.0032
O -0.001 -0.002 -0.0053
O 0.0059 -0.0017 -0.002
O -0.001 -0.0056 -0.0044
O 0.0044 0.0018 -0.0226
O -0.0026 -0.0017 0.0013
O -0.0036 0.001 0.0053
O -0.0008 -0.0008 -0.0026
O 0.0112 0.0055 0.0018
O -0.0065 -0.0051 0.0001
O -0.0033 0.0056 -0.0021
O -0.0067 0.0021 -0.0018
O 0.0012 -0.001 -0.0005
O 0.0023 0 -0.0016
O 0.0027 0.0037 0.001
O 0.0005 -0.002 -0.0008
O 0 -0.0035 0.0001
O 0.0002 -0.0017 0.0022
O -0.0016 -0.0053 -0.0011
O -0.0018 -0.0003 -0.0049
O -0.0003 -0.0008 -0.0011
O -0.0024 -0.0005 -0.001
O 0.0005 0.0014 -0.0043
O 0.0026 -0.0007 0.0029
O -0.0053 0.0064 -0.0054
O 0.0002 -0.002 0.0006
O -0.0034 0.0004 -0.0059
O 0.0007 -0.0006 -0.0004
O -0.0028 0.0004 -0.0034
O 0.0007 -0.0011 0.0044
O 0.0016 0.0001 0.0071
O -0.0017 -0.0007 -0.0055
O -0.0006 -0.0029 0.0046
O 0.0015 -0.0001 -0.0052
O 0.0047 -0.0014 -0.003
O 0.0004 -0.0014 0.0029
O 0.0101 0.0026 -0.0086
O -0.0037 0.0012 -0.0016
O 0.0018 -0.0033 0.0041

The program warned: the cutoff lies below the one the program advises for these potential files; the forces do not sum to zero within the program's tolerance; the exchange-correlation potential is rough where the density is thin.
